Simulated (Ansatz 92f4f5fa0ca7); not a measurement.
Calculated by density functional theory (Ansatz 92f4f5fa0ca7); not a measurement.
Periodic cell of 221 atoms, Si131O88As1H1, from a study of silicon, its oxide and their interface. The atomic structure is a simulated model.

Settings
functional: PBE
potential files: Ansatz PAW
basis: plane waves
wave-function cutoff: 700 eV
density cutoff ratio: 5
exchange-correlation grid ratio: 1
k mesh: 2 x 2 x 1, shifted by 0.5 0.5 0.5 of a step
self-consistency stop: 5e-08 eV per atom in the density residual
occupations: fixed
spin: none
net charge: 0

Cell vectors (angstrom)
a, 10.938, 0, 0
b, 0, 10.938, 0
c, 0, 0, 32.3136

Atoms and the computed forces on them: element, x, y, z (angstrom), force x, y, z (eV/angstrom)
Si, -0.1162, 0.1882, 24.7716, 0.0044, 0.0188, -0.038
Si, 5.6873, -0.2862, 24.7457, 0.0048, -0.014, -0.0313
Si, 2.4301, 2.9949, 24.9304, -0.0307, 0.0031, -0.0479
Si, 8.5422, 2.4251, 24.6173, 0.0187, -0.0038, -0.03
Si, 0.1886, 5.2079, 24.9628, 0.0093, -0.0034, -0.0214
Si, 5.2948, 5.8276, 24.8975, 0.0051, 0.0373, -0.0398
Si, 2.9356, 7.9418, 24.8701, 0.0034, -0.008, -0.024
Si, 7.8961, 8.4074, 25.0101, -0.0343, -0.0149, -0.0491
Si, 1.3371, 1.3718, 26.2062, 0.0022, -0.0245, -0.0032
Si, 6.8585, 1.3684, 25.9917, 0.0041, 0.0134, 0.0115
Si, 4.1328, 4.1297, 26.1073, 0.0058, 0.0082, 0.0164
Si, 9.517, 4.0183, 26.142, -0.0042, -0.0036, 0.0069
Si, 1.3715, 6.8087, 26.2139, -0.0048, 0.0022, -0.0098
Si, 6.7778, 6.886, 26.3511, 0.0129, -0.0249, 0.0007
Si, 4.0761, 9.586, 26.1257, 0.0043, -0.0009, -0.0035
Si, 9.609, 9.5788, 26.117, 0.0064, 0.0001, 0.023
Si, 2.7322, 0.0063, 27.5198, 0.0067, -0.0059, 0.0076
Si, 8.2076, 0.0173, 27.4815, -0.0121, 0.0175, -0.008
Si, -0.0308, 2.7293, 27.5631, -0.0057, 0.0033, -0.0096
Si, 5.4976, 2.7246, 27.4528, 0.0059, -0.0068, 0.0157
Si, 2.7651, 5.4486, 27.5497, 0.0002, -0.0013, -0.0104
Si, 8.2038, 5.4435, 27.5343, 0.0109, -0.0135, -0.0115
Si, -0.0012, 8.2094, 27.5215, -0.0074, 0.0074, 0.0073
Si, 5.3983, 8.2654, 27.6022, -0.0118, 0.0183, -0.0093
Si, 4.1018, 1.3673, 28.8953, 0.226, 0.0782, -0.346
Si, 9.5708, 1.3673, 28.8953, -0.2545, -0.1452, 0.1656
Si, 1.3673, 4.1018, 28.8953, 0.0036, -0.0265, 0.0821
Si, 6.8362, 4.1018, 28.8953, -0.0794, -0.237, -0.1252
Si, 4.1018, 6.8362, 28.8953, -0.2389, 0.0077, 0.4369
Si, 9.5708, 6.8362, 28.8953, 0.0611, -0.0808, -0.1159
Si, 1.3673, 9.5708, 28.8953, 0.0232, -0.0041, -0.0609
Si, 6.8362, 9.5708, 28.8953, 0.1037, 0.3799, 0.0388
Si, 0, 0, 30.2626, -0.0465, -0.0074, -0.0261
Si, 5.469, 0, 30.2626, 0.1146, 0.0427, 0.0126
Si, 2.7345, 2.7345, 30.2626, -0.032, 0.0345, -0.0273
Si, 8.2035, 2.7345, 30.2626, -0.0175, -0.0722, 0.0017
Si, 0, 5.469, 30.2626, 0.0584, 0.0406, 0.0086
Si, 5.469, 5.469, 30.2626, -0.0246, 0.0322, -0.0344
Si, 2.7345, 8.2035, 30.2626, -0.0279, -0.1189, 0.0305
Si, 8.2035, 8.2035, 30.2626, -0.0385, -0.0031, -0.0452
Si, 1.3673, 1.3673, 31.6298, 0.0182, -0.0441, 0.0093
Si, 6.8362, 1.3673, 31.6298, -0.0372, 0.0547, 0.005
Si, 4.1018, 4.1018, 31.6298, 0.0225, 0.0031, 0.007
Si, 9.5708, 4.1018, 31.6298, -0.0476, -0.0072, -0.0178
Si, 1.3673, 6.8362, 31.6298, -0.031, 0.0599, 0.0125
Si, 6.8362, 6.8362, 31.6298, 0.0292, -0.0248, 0.007
Si, 4.1018, 9.5708, 31.6298, -0.0146, 0.0274, -0.0207
Si, 9.5708, 9.5708, 31.6298, 0.0477, -0.0275, 0.0059
Si, 2.7345, 0, 0.6835, 0.0312, -0.0447, 0.0036
Si, 8.2035, 0, 0.6835, -0.0368, 0.0184, -0.0123
Si, 0, 2.7345, 0.6835, 0.0021, 0.0346, -0.0037
Si, 5.469, 2.7345, 0.6835, 0.0351, -0.0503, 0.0048
Si, 2.7345, 5.469, 0.6835, -0.0187, 0.0267, -0.0052
Si, 8.2035, 5.469, 0.6835, 0.0339, 0.0082, 0.0045
Si, 0, 8.2035, 0.6835, 0.0023, -0.046, 0.0109
Si, 5.469, 8.2035, 0.6835, -0.0357, 0.014, -0.0054
Si, 4.1018, 1.3673, 2.0507, 0.0196, 0.0686, -0.0214
Si, 9.5708, 1.3673, 2.0507, -0.0032, -0.0387, 0.0421
Si, 1.3673, 4.1018, 2.0507, -0.0172, -0.0365, 0.0452
Si, 6.8362, 4.1018, 2.0507, 0.004, 0.0209, -0.0087
Si, 4.1018, 6.8362, 2.0507, 0.0455, -0.0202, 0.0298
Si, 9.5708, 6.8362, 2.0507, -0.0632, 0.0298, -0.0174
Si, 1.3673, 9.5708, 2.0507, -0.0052, 0.0471, -0.032
Si, 6.8362, 9.5708, 2.0507, 0.0517, -0.0009, 0.0464
Si, 0, 0, 3.418, 0.2822, 0.0132, -0.156
Si, 5.469, 0, 3.418, -0.0868, 0.1526, 0.0897
Si, 2.7345, 2.7345, 3.418, 0.1518, -0.0909, -0.035
Si, 8.2035, 2.7345, 3.418, 0.0068, 0.1931, 0.0456
Si, 0, 5.469, 3.418, -0.0342, -0.0122, 0.2249
Si, 5.469, 5.469, 3.418, -0.1175, -0.023, -0.0796
Si, 2.7345, 8.2035, 3.418, -0.1577, -0.0049, 0.2002
Si, 8.2035, 8.2035, 3.418, 0.14, -0.1836, -0.3354
Si, 1.4009, 1.3514, 4.7901, 0.0038, 0.0012, 0.0082
Si, 6.8206, 1.4059, 4.7823, -0.0076, 0.0082, 0.0084
Si, 4.0858, 4.1123, 4.7944, -0.0007, 0.0004, 0.0127
Si, 9.5784, 4.0935, 4.8166, -0.0007, 0.0018, -0.0028
Si, 1.37, 6.8187, 4.8224, 0.0048, -0.0003, -0.0192
Si, 6.8476, 6.8307, 4.7507, 0.0064, -0.0125, 0.0118
Si, 4.0742, 9.5981, 4.7886, -0.0052, 0.0071, -0.0076
Si, 9.6266, 9.5188, 4.7329, 0.0169, -0.0146, 0.014
Si, 2.7384, -0.0131, 6.242, -0.0008, -0.0081, 0.0013
Si, 8.2872, 0.0231, 5.9836, -0.0114, 0.0107, -0.0033
Si, 0.0715, 2.7527, 6.1612, -0.0038, 0.0035, -0.018
Si, 5.4632, 2.774, 6.1942, 0.0132, 0.0095, -0.0131
Si, 2.717, 5.4627, 6.2234, -0.0156, -0.0125, -0.0046
Si, 8.186, 5.4659, 6.1685, -0.0066, -0.0127, -0.0095
Si, 0.0109, 8.1702, 6.2095, -0.0046, -0.0017, -0.0013
Si, 5.4765, 8.2337, 6.0675, -0.0036, 0.0098, 0.0002
Si, 3.8476, 1.6709, 7.5012, -0.0008, 0.014, 0.041
Si, 9.9213, 1.0437, 7.3196, 0.0012, -0.0242, 0.0398
Si, 1.5597, 3.8959, 7.628, 0.0087, -0.0204, 0.0393
Si, 6.578, 4.3945, 7.5292, -0.0089, 0.0117, 0.0245
Si, 4.3624, 6.664, 7.4024, 0.0174, -0.0136, 0.0465
Si, 9.2311, 7.124, 7.4711, -0.0266, 0.0217, 0.0446
Si, 1.1809, 9.6957, 7.5868, -0.0125, 0.0067, 0.0311
Si, 7.0805, 9.4617, 7.2617, 0.0103, -0.0041, 0.0391
O, 1.3294, 4.1334, 24.4365, 0.0109, -0.0081, -0.0257
O, 6.8428, 9.5246, 24.4112, -0.0054, 0.0031, -0.0255
O, 2.7019, 2.7621, 7.9887, -0.0119, 0.014, 0.0273
O, 8.1213, 8.297, 7.7667, 0.0056, 0.0008, 0.0253
O, 5.4634, 5.5506, 7.9318, -0.0028, 0.0049, 0.0243
O, 0.0334, -0.0956, 7.9347, 0.0013, 0.0034, 0.0264
O, 4.1152, 6.8834, 24.4026, 0.004, -0.0115, -0.0284
O, 9.6891, 1.2834, 24.283, -0.0006, -0.0009, -0.0233
O, 1.72, 9.0037, 9.0146, 0.0078, 0.0207, -0.0243
O, 0.9086, 4.3978, 9.0752, 0.0191, -0.0043, -0.0062
O, 9.2192, 1.7438, 8.6229, 0.0203, -0.0252, 0.005
O, 6.6205, 10.2439, 8.6345, 0.0128, -0.0127, -0.0093
O, 4.5339, 1.1924, 8.9024, -0.0146, -0.0152, 0.0082
O, 3.7785, 7.3682, 8.7575, -0.0016, 0.0027, -0.0118
O, 7.178, 3.8577, 8.9575, -0.0071, 0.0145, 0.0124
O, 9.5509, 6.6686, 9.0079, -0.0042, -0.0056, -0.0058
O, 2.9232, 2.2643, 23.5323, 0.0044, 0.0338, -0.0018
O, 5.1049, 0.1566, 23.2719, 0.0055, -0.0019, -0.0094
O, 8.1449, 2.9681, 23.1063, -0.0008, -0.0088, 0.0022
O, 10.3713, 5.7649, 23.6169, -0.0085, 0.0179, -0.0005
O, 8.3093, 7.4966, 23.7188, 0.0193, 0.0137, 0.0122
O, 2.27, 8.4802, 23.4634, -0.0098, 0.0095, -0.0005
O, 6.177, 5.4666, 23.5366, -0.0239, -0.0031, 0.0066
O, 0.642, 10.5717, 23.4004, -0.0208, -0.0085, 0.024
Si, 3.1012, 8.4579, 9.7483, 0.0084, 0.0044, 0.0006
Si, 7.5339, 3.9099, 10.5481, -0.0054, -0.0028, 0.004
Si, -1.1941, 3.835, 15.9228, 0.0017, -0.0105, -0.0048
Si, 3.3983, 2.9464, 22.1321, -0.001, 0.0025, 0.0034
Si, 7.0389, 0.6484, 19.7698, 0.0019, -0.005, -0.0011
Si, 12.2979, -5.7873, 17.4846, -0.0009, -0.0009, 0.0033
Si, 2.698, 9.4662, 20.2563, -0.004, 0.0011, -0.0024
Si, 9.2718, 6.2751, 14.8559, -0.0039, 0.0055, 0.0018
Si, 2.6727, 11.1476, 17.6569, -0.0044, -0.003, -0.0014
Si, -2.1002, 9.8603, 17.82, -0.0024, -0.0027, 0.0033
Si, 4.7625, 0.3575, 21.6956, -0.0015, 0.0015, -0.0019
Si, 9.2593, 12.3242, 10.2065, -0.0007, -0.0078, -0.0016
Si, 4.5372, 11.2635, 10.2687, 0.0031, -0.0062, 0.0005
Si, 3.3388, 1.6922, 12.7955, -0.0003, -0.002, 0.0033
Si, 9.1137, 8.4721, 12.9558, -0.002, 0.0007, 0.0003
Si, 0.9978, 9.1379, 22.6811, -0.0061, -0.0138, 0.0057
Si, -0.1251, 0.8696, 16.458, -0.0008, 0.0047, 0.0003
Si, -1.1305, 0.2407, 13.8795, 0.0022, -0.0012, 0.002
Si, 0.3322, 13.0329, 12.097, 0.0007, -0.0032, 0.0028
Si, 5.5949, 5.0478, 22.0685, -0.0063, 0.0018, 0.001
Si, 6.8678, 4.8535, 15.3361, -0.0006, 0, -0.0075
Si, 5.2568, 4.23, 12.7121, 0.0007, 0.0011, 0.0015
Si, 4.5994, 11.2551, 15.4022, -0.0005, -0.0041, -0.0019
Si, 4.109, 6.6549, 20.0411, 0.0036, 0.0049, -0.0026
Si, 4.3968, 5.0845, 17.3457, 0.0047, 0.0027, -0.0026
Si, -0.8198, 7.0082, 17.8698, -0.0005, 0.0012, 0.0003
Si, 4.981, 12.9684, 17.8178, 0.001, -0.0008, 0.0001
Si, 3.1165, 6.319, 12.0581, 0.0005, 0.0038, 0.0048
Si, 7.923, 3.1089, 21.4881, 0.0026, 0.0011, -0.0099
Si, 9.5975, 6.9981, 22.8968, 0.0088, 0.0029, 0.0101
Si, 9.6907, 5.4062, 20.453, -0.0036, 0.001, 0.0004
Si, 11.8859, 4.8019, 10.6751, 0.0016, 0.0048, 0.0098
Si, -3.5121, 9.9418, 14.97, -0.0041, -0.0043, 0.0005
Si, 1.7316, 4.6654, 20.3764, -0.0041, -0.0017, -0.0026
As, 7.1043, 9.9179, 10.3597, -0.0045, -0.0025, -0.0014
Si, 9.4168, 6.4705, 10.6131, -0.0039, 0.0043, 0.002
O, 8.3402, 5.2849, 10.9243, 0.0126, -0.0006, -0.0145
O, 9.9513, -1.0637, 12.8878, -0.0212, -0.0041, 0.0274
O, 19.3843, 13.549, 10.9255, -0.0019, 0.0082, -0.0231
O, 2.8089, 5.8526, 20.575, 0.0113, -0.0142, -0.0179
O, -2.8656, 4.0049, 16.1725, 0.0067, 0.0196, -0.0024
O, -4.7456, 15.0278, 14.0563, -0.0102, 0.0149, -0.0132
O, 0.3257, 5.3098, 20.8366, 0, -0.0085, -0.0257
O, 3.5575, 11.9574, 11.343, 0.0193, -0.0049, -0.0012
O, -1.0318, 7.3458, 13.8302, -0.031, 0.0005, 0.0091
O, 0.0034, 6.0853, 11.0263, -0.004, -0.0162, -0.0087
O, 1.6728, 4.2548, 18.8083, -0.0029, 0.0286, 0.0223
O, 7.8801, 1.6486, 20.7559, -0.0158, 0.0084, -0.0007
O, 3.8995, 0.7708, 14.0127, 0, 0.0128, -0.001
O, 2.2773, 10.0359, 18.7789, 0.0134, 0.0082, 0.0063
O, 1.3199, 9.149, 21.0771, 0.0128, -0.0036, 0.0038
O, 10.8256, 1.3032, 10.7286, -0.0236, 0.0122, -0.0083
O, 9.8786, 0.1412, 17.5595, 0.0057, -0.0101, -0.022
O, 9.697, 8.5345, 18.279, -0.0155, 0.0027, -0.016
O, 4.4464, 1.9344, 21.413, -0.0115, -0.0135, 0.0164
O, 3.008, 18.6651, 11.209, 0.003, -0.0087, -0.0112
O, 6.5651, 3.9947, 21.3003, 0.0067, 0.0068, 0.0202
O, 9.0888, 3.9188, 20.69, -0.0101, 0.0187, 0.0125
O, 3.7276, 8.2274, 20.0285, -0.0098, -0.0064, 0.004
O, 0.8142, 6.6847, 17.8298, -0.0242, -0.0275, -0.0065
O, 3.4231, -0.4295, 21.2641, 0.0207, -0.0025, -0.0059
O, 1.3631, 11.9578, 17.0976, 0.0026, -0.0198, 0.0007
O, 1.7137, 12.6946, 12.8871, 0.0062, 0.0138, -0.0004
O, 0.3785, 3.6526, 11.6706, 0.0123, -0.008, -0.0121
O, 9.9265, 4.7798, 14.5789, -0.0207, 0.0323, 0.0074
O, 2.4774, 16.1047, 11.0767, -0.0231, 0.0072, 0.0085
O, -14.2345, 6.1597, 14.7206, 0.0254, -0.0265, 0.0167
O, 6.0179, 11.2193, 10.9646, -0.0148, -0.0065, -0.0281
O, -2.6555, 11.2589, 14.4913, 0.0139, -0.0321, -0.0017
O, 10.8845, 10.9167, 15.0906, -0.0234, 0.0176, 0.0033
O, 5.5992, 5.3394, 16.2644, -0.0067, -0.0154, 0.0055
O, 4.5138, 6.2056, 18.522, -0.014, -0.0158, 0.0096
O, 13.7787, 5.1945, 16.7022, 0.0148, 0.0026, 0.0212
O, 9.0273, 6.4993, 21.4596, 0.0199, -0.0181, -0.0013
O, 3.4967, 10.5094, 16.3768, 0.0065, 0.0351, 0.0052
O, -0.3401, 8.2533, 22.8056, 0.0052, -0.0115, -0.007
O, 5.3336, 6.3265, 21.0781, -0.0201, -0.0206, -0.0018
O, 5.8317, -0.696, 15.0549, 0.009, 0.0159, 0.0082
O, 2.1113, 3.3164, 21.2036, 0.0172, 0.0186, 0.001
O, -3.227, 8.8246, 13.7775, 0.0222, 0.0148, 0.0043
O, 2.2766, 6.6102, 13.4281, 0.0441, -0.041, 0.0375
O, 3.6647, 1.2663, 18.4059, 0.0117, -0.0058, -0.0279
O, 4.1812, 4.3293, 22.4431, 0.0101, -0.0149, -0.0283
O, 5.9709, -0.1302, 20.7244, -0.0083, 0.0266, 0.0013
O, -1.4, 6.7605, 16.3821, 0.004, -0.0105, -0.0067
O, 0.0752, 4.399, 16.8233, 0.0095, 0.0113, 0.0059
O, -0.8414, 1.669, 13.1602, 0.0077, -0.023, 0.0056
O, 4.6092, 5.7325, 12.4798, -0.0138, -0.0245, 0.0007
O, -1.4864, 5.9426, 18.9284, 0.0224, 0.013, 0.006
O, 4.0243, 14.1047, 12.8791, 0.0055, -0.0135, -0.0116
O, 6.3101, 1.5727, 18.6325, -0.0142, -0.0115, 0.0059
O, -2.9776, 9.5026, 16.469, 0.012, 0.0186, 0.0003
O, 10.0694, 2.2538, 15.9968, 0.0006, -0.021, 0.0136
O, 8.9445, 7.8099, 11.4594, 0.0114, -0.014, -0.0021
O, 15.6394, 3.6176, 17.985, -0.0045, 0.0014, -0.0141
O, 4.0676, 9.7396, 9.9505, -0.0105, 0.0165, 0.007
O, 8.6185, -0.0856, 10.4927, -0.0077, 0.0288, -0.0083
O, 6.1597, 3.8545, 11.4139, 0.0079, 0.008, 0.0077
O, 7.9029, -0.536, 19.0491, -0.0015, 0.0084, -0.0094
O, 5.1575, 12.5684, 16.2299, -0.0177, -0.0236, 0.0211
H, 2.5804, 6.1579, 14.2309, -0.0238, 0.0303, -0.0569

Results
free energy: -138213.890 eV
free energy less fixed offsets of As -4857.07, H -17.10, O -569.03, Si -635.61 eV per atom: -0.170 eV

The program warned: the cutoff lies below the one the program advises for these potential files; the forces do not sum to zero within the program's tolerance; the exchange-correlation potential is rough where the density is thin.
